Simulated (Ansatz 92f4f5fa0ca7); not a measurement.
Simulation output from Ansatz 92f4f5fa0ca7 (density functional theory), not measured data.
Periodic cell of 210 atoms, Si128O78B4, from a study of silicon, its oxide and their interface. The atomic structure is a simulated model.
Doubt: the cutoff is far below the 930 eV that the study's wrapper takes by default for these files, so forces and energies are approximate.
This geometry differs little from another in the collection (a relaxation step or a small displacement).

Settings: functional PBE; potential files Ansatz PAW; basis plane waves; wave-function cutoff 580 eV; density cutoff ratio 5; exchange-correlation grid ratio 1; k mesh 1 x 1 x 1, Gamma-centred; self-consistency stop 5e-08 eV per atom in the density residual; occupations fixed; spin none; net charge 0.

Cell vectors (angstrom)
a  10.938  0  0
b  0  10.938  0
c  0  0  31.2762

Atoms: element, x, y, z (angstrom)
B  9.9861  0.6061  24.7044
Si  5.7168  10.6045  23.8918
Si  2.0595  2.8886  23.8891
B  8.7765  1.8639  24.7075
Si  0.2002  4.7463  23.8611
Si  4.8295  5.862  24.0064
Si  3.1367  7.5968  23.8504
Si  7.5037  8.7656  23.8099
Si  0.9707  1.2205  25.1972
Si  6.8553  1.3924  25.0584
Si  3.8636  4.0072  25.1327
Si  9.4196  3.7687  25.1899
Si  1.2545  6.6573  25.0192
Si  6.7116  6.8685  25.0917
Si  4.0167  9.4828  25.1084
Si  9.466  9.6218  24.9621
Si  2.6542  0.0081  26.4238
Si  8.2223  0.0545  26.4867
Si  -0.0025  2.7615  26.649
Si  5.4402  2.7466  26.4295
Si  2.6769  5.4889  26.5272
Si  8.186  5.4529  26.4074
Si  -0.0477  8.2043  26.36
Si  5.4359  8.2256  26.5365
Si  4.1018  1.3673  27.8579
Si  9.5708  1.3673  27.8579
Si  1.3673  4.1018  27.8579
Si  6.8362  4.1018  27.8579
Si  4.1018  6.8362  27.8579
Si  9.5708  6.8362  27.8579
Si  1.3673  9.5708  27.8579
Si  6.8362  9.5708  27.8579
Si  0  0  29.2252
Si  5.469  0  29.2252
Si  2.7345  2.7345  29.2252
Si  8.2035  2.7345  29.2252
Si  0  5.469  29.2252
Si  5.469  5.469  29.2252
Si  2.7345  8.2035  29.2252
Si  8.2035  8.2035  29.2252
Si  1.3673  1.3673  30.5924
Si  6.8362  1.3673  30.5924
Si  4.1018  4.1018  30.5924
Si  9.5708  4.1018  30.5924
Si  1.3673  6.8362  30.5924
Si  6.8362  6.8362  30.5924
Si  4.1018  9.5708  30.5924
Si  9.5708  9.5708  30.5924
Si  2.7345  0  0.6835
Si  8.2035  0  0.6835
Si  0  2.7345  0.6835
Si  5.469  2.7345  0.6835
Si  2.7345  5.469  0.6835
Si  8.2035  5.469  0.6835
Si  0  8.2035  0.6835
Si  5.469  8.2035  0.6835
Si  4.1018  1.3673  2.0507
Si  9.5708  1.3673  2.0507
Si  1.3673  4.1018  2.0507
Si  6.8362  4.1018  2.0507
Si  4.1018  6.8362  2.0507
Si  9.5708  6.8362  2.0507
Si  1.3673  9.5708  2.0507
Si  6.8362  9.5708  2.0507
Si  0  0  3.418
Si  5.469  0  3.418
Si  2.7345  2.7345  3.418
Si  8.2035  2.7345  3.418
Si  0  5.469  3.418
Si  5.469  5.469  3.418
Si  2.7345  8.2035  3.418
Si  8.2035  8.2035  3.418
Si  1.4371  1.3549  4.9399
Si  6.8753  1.3518  4.732
Si  4.1054  4.1176  4.9044
Si  9.6119  4.084  4.723
Si  1.405  6.7705  4.6659
Si  6.8462  6.8135  4.8169
Si  4.0633  9.557  4.7803
Si  9.665  9.5584  4.8315
Si  2.8639  -0.0553  6.422
Si  8.309  0.0821  6.1303
Si  0.0919  2.9185  6.2162
Si  5.5995  2.6932  6.1997
Si  2.8252  5.7218  6.2434
Si  8.3816  5.5277  6.1094
Si  0.4007  8.3457  6.0612
Si  5.3816  8.1347  6.1429
Si  4.9635  0.7441  7.4898
Si  9.1853  1.9971  7.3815
Si  0.9626  4.815  7.5107
Si  7.4431  3.7057  7.3399
B  3.4874  7.6464  6.6325
Si  10.1803  6.6532  7.2726
B  2.3154  8.9454  6.622
Si  6.5888  9.8423  7.2276
O  7.0581  4.0141  8.939
O  9.5977  1.8337  8.9925
O  5.0823  1.0795  9.1241
O  7.2839  9.1387  8.5809
O  9.4743  7.4353  8.575
O  1.3049  4.3009  9.0691
O  10.2634  5.3099  22.5399
O  2.7223  2.0453  22.5856
O  2.9582  7.8418  22.2038
O  5.192  5.5329  22.4206
O  4.9692  0.4173  22.5789
O  7.9111  8.2391  22.2941
Si  4.5263  8.1996  14.4536
Si  4.1181  1.6019  21.8295
Si  3.952  1.428  15.2993
Si  5.8811  1.2315  10.5362
Si  8.0672  7.8937  9.2823
Si  7.2967  1.5244  14.6415
Si  5.8032  7.8167  19.0429
Si  8.5607  10.578  18.8525
Si  4.977  4.4915  21.2029
Si  10.59  2.8613  12.6334
Si  1.104  5.0216  16.9352
Si  3.2092  8.2754  20.6563
Si  4.6017  9.8744  17.0929
Si  9.3064  4.4935  18.4214
Si  8.4001  8.2122  20.7521
Si  6.4646  4.9638  18.656
Si  1.0066  2.2686  15.4858
Si  2.8339  0.0444  19.4969
Si  4.6408  4.016  11.5095
Si  0.3924  9.3382  15.8501
Si  9.1542  1.0915  10.3686
Si  9.2385  10.4871  14.1902
Si  6.8374  5.1774  10.0588
Si  7.4321  2.2339  17.7829
Si  8.7979  5.2414  12.5435
Si  0.3921  0.5617  17.8834
Si  2.3404  5.61  19.7119
Si  5.0688  10.8858  13.1253
Si  10.386  5.7166  20.9678
Si  1.6355  4.5021  10.6563
Si  9.6818  9.2677  11.3021
Si  7  6.467  14.8771
Si  1.8639  7.1365  14.7092
Si  8.61  8.5719  16.3319
Si  0.4107  6.8829  11.9359
Si  5.5431  3.8545  14.4576
O  9.8289  1.7659  11.6913
O  3.1098  3.9274  11.0088
O  4.2556  8.7645  15.9598
O  0.1556  8.4332  11.4535
O  9.9807  0.4045  18.7459
O  0.8703  6.7424  13.4921
O  0.6581  3.6402  11.6219
O  8.61  9.7799  20.2859
O  9.6999  4.5864  20.0032
O  3.505  10.2578  18.2095
O  3.4077  7.0342  14.1967
O  8.449  8.333  10.7983
O  3.5666  4.793  20.4171
O  4.7724  0.3711  16.2756
O  9.72  7.2074  20.6773
O  7.5112  1.0876  10.4408
O  4.8042  8.2646  20.2722
O  3.9822  1.0227  13.706
O  5.0321  2.9505  21.7329
O  4.4685  9.3984  13.3634
O  2.0691  4.9331  18.2523
O  7.9722  5.4036  18.2221
O  5.31  5.2102  10.6214
O  6.8199  2.9366  13.9856
O  0.0847  1.6463  16.6918
O  1.6602  8.7014  15.0989
O  7.285  1.6788  16.2588
O  5.9837  7.5423  14.2324
O  9.4966  3.9294  13.2059
O  5.3319  0.0597  11.5336
O  1.4949  6.1116  10.9878
O  2.6127  7.2119  19.5616
O  6.412  0.3003  13.998
O  7.7794  4.8378  11.3456
O  9.8084  10.5232  10.2696
O  4.7446  4.3365  13.1159
O  1.0408  5.5791  20.68
O  6.1354  5.1319  15.3091
O  1.3194  3.8064  15.8904
O  5.5275  6.317  18.337
O  2.3838  1.417  15.672
O  7.4198  0.8457  18.7116
O  7.0695  6.6157  9.3442
O  6.2734  4.7177  20.2531
O  8.2314  9.6064  15.1281
O  5.4636  2.6486  11.2099
O  7.2551  7.6386  19.7514
O  10.49  5.0601  17.4543
O  8.8072  1.1205  14.2043
O  6.2763  3.4101  18.036
O  4.5857  2.9405  15.4302
O  -0.1986  10.439  14.8038
O  1.5703  0.9314  18.9541
O  8.0957  6.0684  13.7496
O  3.7902  1.0781  20.3139
O  8.4333  9.402  17.7173
O  8.8815  2.9657  18.0347
O  2.4691  9.7301  20.4929
O  1.5334  6.3177  16.0647
O  9.9164  6.147  11.8096
O  7.7297  7.2094  16.1486
O  5.7663  9.0614  17.9503
O  0.8162  10.064  17.2286
O  10.1986  8.1912  16.1686
O  0.4518  2.2489  13.9395
O  9.2013  9.8467  12.7259

Results
free energy: -126348.276 eV
free energy less fixed offsets of B -154.04, O -568.88, Si -635.61 eV per atom: -1.396 eV

Forces (eV/angstrom), in the order of the atoms: element, x, y, z
B  0.0582  -0.0555  0.063
Si  0.0007  -0.0199  -0.0126
Si  0.0059  0.0093  -0.025
B  -0.0431  0.053  0.0512
Si  0.0148  0.03  -0.0356
Si  0.0122  0.0008  -0.0227
Si  -0.0093  0.0031  -0.0212
Si  -0.0195  -0.0132  -0.007
Si  -0.0525  0.0067  0.0224
Si  -0.0133  0.0016  0.0161
Si  -0.0044  -0.0152  0.0068
Si  0.0024  -0.0544  0.0345
Si  -0.0172  -0.0077  -0.006
Si  0.0164  0.0046  0.0041
Si  0.0016  0.0043  0.0014
Si  -0.0043  0.0118  0.0098
Si  -0.0174  0.0059  -0.0019
Si  0.0938  0.0891  -0.0703
Si  -0.0516  -0.051  -0.0641
Si  0.0191  0.0096  -0.012
Si  0.0112  0.0069  -0.0127
Si  0.005  -0.0059  -0.003
Si  0.009  0.0158  -0.0022
Si  0.0035  0.0033  -0.0144
Si  -0.2081  -0.1339  -0.5671
Si  0.0261  0.0125  1.0025
Si  0.2869  0.4624  0.9624
Si  -0.2358  0.1273  -0.4802
Si  -0.1292  0.0119  0.3212
Si  -0.1083  -0.0866  -0.7133
Si  -0.2809  -0.2968  -0.5643
Si  -0.0156  0.0638  0.325
Si  -0.1617  -0.0172  -0.0143
Si  0.0997  0.0334  -0.0864
Si  0.002  0.0786  -0.0004
Si  0.0116  -0.1567  -0.0333
Si  0.1  -0.0445  0.0102
Si  -0.0078  -0.0101  -0.034
Si  -0.0065  -0.1171  -0.0383
Si  0.0591  0.0552  -0.1084
Si  0.0209  -0.021  -0.0308
Si  -0.12  0.0762  0.0392
Si  -0.0168  -0.0786  0.0206
Si  -0.062  0.0559  0.0134
Si  -0.1143  0.0231  0.0335
Si  -0.0953  -0.0147  -0.0212
Si  -0.0425  -0.0592  0.0147
Si  0.0392  -0.1126  0.0205
Si  -0.0132  0.0791  -0.0068
Si  0.0603  0.0552  -0.018
Si  0.101  -0.035  -0.0299
Si  0.094  0.0314  0.013
Si  0.0551  -0.0425  -0.0103
Si  0.0194  0.0653  0.0001
Si  -0.049  0.0318  0.0271
Si  0.1097  -0.0823  -0.0411
Si  -0.0078  -0.0224  0.0919
Si  0.0091  0.1297  0.0312
Si  -0.134  0.0309  -0.0018
Si  -0.0326  -0.0434  0.0219
Si  0.0247  0.1633  0.03
Si  0.0454  -0.0232  0.0007
Si  0.0693  -0.0265  0.0157
Si  -0.0889  -0.047  0.0837
Si  0.428  0.3254  0.5208
Si  -0.0169  0.0652  -0.3282
Si  0.1468  0.0476  0.857
Si  0.0971  -0.0334  -0.5045
Si  -0.1785  -0.3137  -0.8767
Si  0.0284  -0.2546  0.4664
Si  -0.0613  -0.0993  -0.7624
Si  0.2069  0.1038  0.5143
Si  -0.0064  -0.017  0.0095
Si  -0.0043  -0.0066  0.0252
Si  -0.0134  0.0118  0.0149
Si  -0.0053  -0.0004  0.0172
Si  0.0619  0.0671  0.036
Si  -0.0224  -0.0072  0.0178
Si  -0.0858  -0.0885  0.1009
Si  0.0254  -0.0167  0.0138
Si  -0.0083  0.0079  -0.0175
Si  0.0067  0.0009  -0.0105
Si  0.0195  0.0035  -0.0065
Si  -0.0135  0.0043  -0.0163
Si  0.0319  0.06  -0.0485
Si  0.0014  0.0171  -0.0085
Si  0.074  0.0276  -0.023
Si  0.0529  -0.0149  -0.0373
Si  0.0466  -0.0386  -0.0113
Si  0.0079  0.0019  0.0146
Si  -0.0237  -0.0095  0.0194
Si  -0.0075  -0.002  0.0127
B  0.0264  -0.0645  -0.0572
Si  -0.011  -0.0166  0.0188
B  -0.0884  0.0469  -0.0821
Si  -0.0175  0.0674  0.0189
O  0.0064  -0.0082  -0.0251
O  -0.0051  -0.0016  -0.0232
O  -0.0087  0.0026  0.0143
O  0.007  -0.014  0.0113
O  -0.0123  -0.0011  0.0083
O  0.0052  0.0016  0.0091
O  0.0014  -0.0026  -0.0123
O  0.0106  0.0052  -0.0083
O  0.002  -0.0044  0.0311
O  -0.0069  0.0051  0.0262
O  -0.0076  0.008  -0.0102
O  0.0048  0.0034  -0.0124
Si  -0.0008  -0.0021  -0.0005
Si  -0.008  -0.0065  0.0091
Si  -0.001  0.0025  -0.001
Si  -0.002  -0.0038  -0.0177
Si  0.006  0.0068  -0.0155
Si  0.0005  0.0029  -0.0007
Si  -0.0013  0.0009  -0.0027
Si  0.0004  0.0018  0.0025
Si  0.0033  -0.0107  -0.0086
Si  -0.0018  0.0031  0.0018
Si  0.0019  0.0021  0.003
Si  0.001  -0.0006  -0.0142
Si  -0.0019  -0.0044  0.0011
Si  0.0019  0.0013  -0.0019
Si  -0.0054  -0.0045  0.015
Si  -0.0005  0.0018  -0.0021
Si  -0.0029  0.0006  -0.003
Si  -0.0056  -0.0003  -0.0034
Si  -0.0055  0.0008  0.0003
Si  0.002  -0.0003  0.0024
Si  0.0008  -0.0042  0.0053
Si  0.0013  -0.0009  -0.0021
Si  -0.0035  0.013  0.0024
Si  0.0007  0.0006  -0.0009
Si  0.0025  -0.0005  0.0014
Si  0.0011  -0.0005  0.0016
Si  -0.007  -0.0002  -0.0009
Si  -0.0006  -0.0015  -0.0034
Si  0.0041  -0.0018  0.0084
Si  -0.0041  -0.0027  -0.0137
Si  0.0018  -0.002  -0.004
Si  0.0031  -0.0006  -0.0029
Si  -0.0011  -0.0015  -0.0014
Si  -0.0014  -0.0016  -0.0021
Si  -0.003  -0.0009  0.0006
Si  -0.0011  0.0018  -0.004
O  -0.0006  -0.0007  -0.0054
O  0.0006  -0.0008  0.001
O  0.0009  0.0038  0.0012
O  0.0008  0.0004  -0.0013
O  -0.0019  -0.0021  -0.0033
O  0.0001  -0.0004  -0.0004
O  0.0016  -0.0001  0.002
O  0.0005  -0.0003  -0.0058
O  0.0002  0.0034  0.0004
O  0.0032  0.0005  -0.002
O  0.0005  0.0012  -0.0001
O  -0.0012  0.0006  0.0033
O  0.0058  -0.0009  0.0028
O  -0.0007  -0.0014  0.0012
O  -0.0039  0.0019  -0.0066
O  -0.0003  0.0019  -0.0005
O  -0.0014  -0.0001  0.0014
O  0.0013  -0.0016  -0.0026
O  0.0039  0.0049  -0.0092
O  0.0006  0.0019  0.0006
O  -0.0039  0.0005  -0.0053
O  0.0001  -0.0016  -0.0008
O  0.0009  -0.0007  -0.0023
O  -0.0006  -0.002  0.0008
O  0  -0.0001  -0.0002
O  -0.0023  0.0018  0.0023
O  0  -0.0008  -0.0012
O  -0.0009  -0.0003  -0.0008
O  0.0001  0.0002  -0.0014
O  0.0006  0.005  0.0043
O  0.0039  -0.0004  0.0007
O  0  0.0011  0.0033
O  -0.001  -0.0003  -0.0017
O  -0.002  -0.0023  -0.0038
O  0.0003  0.0001  0.0005
O  0.0005  -0.0018  0.0014
O  0.002  0.0016  -0.0063
O  -0.0007  -0.0001  -0.0004
O  -0.0005  0  0.0007
O  0.0005  -0.0017  0.0001
O  0.0023  -0.0002  -0.0002
O  0.0007  -0.0011  -0.0032
O  -0.0039  -0.009  0.0072
O  -0.0037  0.0004  0.0019
O  -0.0001  0.0005  -0.0002
O  0.0017  -0.001  0.0012
O  0.0032  -0.001  -0.0031
O  0.0035  -0.0009  -0.0009
O  -0.002  -0.0006  0.0008
O  -0.0007  0.0012  -0.0003
O  -0.0008  -0.002  -0.0004
O  0.0007  -0.0004  0.0015
O  0.0026  -0.0013  -0.001
O  -0.0026  0.0001  0.002
O  0.0052  0.0035  0.0001
O  0.0001  0.0021  -0.0003
O  -0.002  0  -0.0008
O  0.003  -0.0019  -0.0011
O  -0.0009  -0.0048  0.0022
O  0.0028  0.0008  -0.0006
O  -0.0006  0.0006  0.0002
O  -0.0019  0.0019  -0.0014
O  -0.0026  -0.0012  -0.0021
O  0.0001  0.0015  0.0004
O  0.0019  -0.0004  0.0014
O  0.0003  0.0002  0.0008

The program warned: the cutoff lies below the one the program advises for these potential files; the exchange-correlation potential is rough where the density is thin.
